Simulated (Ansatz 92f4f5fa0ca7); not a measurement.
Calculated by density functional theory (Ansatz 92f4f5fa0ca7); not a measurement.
Periodic cell of 184 atoms, Si120O64, from a study of silicon, its oxide and their interface. The atomic structure is a simulated model.

Settings: functional r2SCAN; potential files Ansatz norm-conserving; basis plane waves; wave-function cutoff 1300 eV; density cutoff ratio 4; exchange-correlation grid ratio 1; k mesh 2 x 2 x 1, shifted by 0.5 0.5 0.5 of a step; self-consistency stop 5e-08 eV per atom in the density residual; occupations Fermi-Dirac, 0.05 eV; spin none; net charge 0.

Cell vectors (angstrom)
a	10.888	0	0
b	0	10.888	0
c	0	0	27.6829

Atoms: element, x, y, z (angstrom)
Si	0.004	1.125	0.9372
Si	3.4375	0.0218	-1.9568
Si	-0.5845	6.0697	0.1602
Si	3.3826	8.033	-0.8459
Si	6.0208	-0.1514	-0.2826
Si	7.7979	3.0431	0.0475
Si	5.7323	4.3606	-0.327
Si	8.9649	7.9879	-0.4342
Si	2.2744	1.2341	0.5411
Si	4.0659	3.8085	1.3835
Si	1.3009	6.9254	1.2535
Si	5.2029	8.6721	0.5272
Si	6.7869	1.377	1.3716
Si	9.2262	4.3397	1.4155
Si	6.9264	7.1594	0.4454
Si	9.751	9.7674	1.2473
Si	-0.3239	2.7804	2.6223
Si	3.2389	-0.4018	2.9916
Si	0.0597	8.3062	2.7075
Si	2.7063	5.4444	2.5185
Si	5.4602	2.6497	2.8474
Si	8.1443	-0.0413	2.6607
Si	4.8573	8.7326	2.8581
Si	8.0517	5.6215	2.8821
Si	1.3175	4.0404	3.8819
Si	4.1599	1.3295	4.2489
Si	1.3891	9.5763	4.135
Si	3.9767	6.8418	3.9944
Si	6.7598	4.1235	4.1555
Si	9.3978	1.384	4.1002
Si	6.7296	9.5659	4.0457
Si	9.5751	6.9102	4.0902
Si	-0.0161	0.07	5.4218
Si	2.6767	2.7456	5.3746
Si	0.0265	5.4196	5.3625
Si	2.6711	8.1388	5.4888
Si	5.5138	-0.0059	5.5851
Si	8.1102	2.7343	5.511
Si	5.366	5.5109	5.4134
Si	8.1246	8.2114	5.4004
Si	1.3661	1.3965	6.7883
Si	4.0362	4.103	6.7616
Si	1.334	6.7643	6.8169
Si	4.0797	9.4957	6.8428
Si	6.823	1.3709	6.9194
Si	9.5626	4.0745	6.7784
Si	6.816	6.8061	6.7733
Si	9.4924	9.5676	6.7626
Si	0.0186	2.7121	8.1791
Si	2.7207	0.0344	8.1733
Si	-0.0546	8.1677	8.1139
Si	2.7124	5.4201	8.1709
Si	5.4116	2.7456	8.1669
Si	8.2074	0.0043	8.2258
Si	5.4707	8.1328	8.1615
Si	8.2053	5.431	8.1362
Si	1.3807	4.0572	9.5446
Si	4.0949	1.3917	9.5747
Si	1.3002	9.544	9.4647
Si	4.1259	6.7484	9.4961
Si	6.8569	4.0457	9.4957
Si	9.6007	1.33	9.5787
Si	6.8221	9.4959	9.5209
Si	9.5757	6.7679	9.532
Si	0.0141	-0.0537	10.9957
Si	2.7399	2.7668	10.9598
Si	0.1125	5.4438	10.938
Si	2.7104	8.1719	10.7113
Si	5.4932	-0.0111	10.8875
Si	8.2587	2.7228	10.8958
Si	5.5039	5.3716	10.8575
Si	8.1695	8.0988	10.847
Si	1.4149	1.3675	12.3136
Si	4.1567	4.1154	12.3347
Si	1.6105	6.7881	12.236
Si	4.0117	9.4846	12.107
Si	6.9605	1.2833	12.2297
Si	9.5977	4.1177	12.2879
Si	6.8082	6.7677	12.2081
Si	9.5098	9.3324	12.2887
Si	0.1081	2.7987	13.6631
Si	2.7083	-0.0981	13.6161
Si	0.156	8.0086	13.5639
Si	3.4581	6.0519	13.6496
Si	5.4591	2.5334	13.517
Si	8.0378	-0.326	13.657
Si	5.1268	7.8812	13.4097
Si	8.1114	5.3839	13.5938
Si	1.6318	3.9558	16.1284
Si	4.6106	0.6799	14.711
Si	1.185	9.5475	14.921
Si	2.876	5.9245	15.9622
Si	6.7922	3.9125	14.7941
Si	9.5558	0.4926	15.2728
Si	6.0805	9.6538	14.7251
Si	9.1435	6.4614	15.4214
Si	22.5798	-2.7584	19.2497
Si	30.3609	22.1077	25.6724
Si	-18.3057	34.3583	17.3425
Si	-25.4091	-24.4253	17.0606
Si	9.7581	12.8925	26.7524
Si	39.4041	25.3707	21.4624
Si	-21.9396	-15.4739	23.1377
Si	2.3637	17.7183	21.4907
Si	-5.1031	35.6233	18.7475
Si	3.0246	9.8742	18.6981
Si	22.224	-6.4916	25.428
Si	12.9081	40.7317	16.5832
Si	-1.8527	-5.3512	20.4967
Si	-18.2886	-27.5619	25.4493
Si	-16.1569	-16.215	17.2204
Si	-13.6683	23.9901	17.0757
Si	39.8726	-1.5462	22.3694
Si	-1.948	19.3361	24.7686
Si	4.2065	20.351	21.3562
Si	-6.9985	-9.6451	22.9562
Si	7.0247	12.2228	23.2881
Si	30.3654	8.2837	19.7442
Si	-0.9087	4.4919	17.826
Si	-6.9485	-28.302	22.448
O	6.3723	5.8611	-0.3977
O	4.952	11.2186	-1.4381
O	-14.2907	2.6732	-5.1373
O	5.4317	23.1335	-4.3084
O	-15.0078	1.9748	-9.7529
O	0.5584	14.9913	-10.3597
O	-32.5762	48.4545	-3.7534
O	14.5675	0.0373	-5.8025
O	18.399	0.0235	-5.1615
O	-5.3598	-17.3293	-5.5702
O	3.1352	5.3813	-6.2338
O	18.975	-23.6886	-6.5973
O	3.4604	2.7677	-5.211
O	12.4348	-3.9241	-7.5876
O	-10.9471	21.3094	-12.091
O	-10.0724	18.6289	-10.0117
O	5.6405	-1.7558	22.0328
O	-20.1328	-1.3903	19.459
O	7.7023	12.2028	24.7324
O	1.2856	-4.0262	22.7002
O	14.035	0.6863	24.2847
O	51.488	26.2121	20.8373
O	20.8985	7.4421	24.0622
O	-15.8003	26.6995	15.7802
O	2.8083	0.4998	18.1887
O	13.9335	0.0908	29.1034
O	-8.8407	4.3998	25.7319
O	14.064	-34.261	25.7954
O	18.353	21.3557	26.6265
O	17.2552	9.3662	16.3267
O	20.9516	26.8493	19.3323
O	9.3486	16.4058	16.7334
O	4.5035	1.0349	16.3035
O	-1.0588	5.9807	21.8293
O	15.146	-12.118	19.7342
O	10.5508	-14.8189	14.7745
O	-12.3851	-0.8578	24.8785
O	-0.7454	23.6702	14.7072
O	10.1924	19.2865	19.7257
O	-2.5275	7.7836	15.9562
O	13.88	24.462	28.4468
O	-15.7315	-8.1926	20.3108
O	3.5241	-4.2556	26.0053
O	7.6453	-2.3698	23.7244
O	4.256	2.6401	18.3794
O	-18.573	-23.8056	17.4361
O	7.928	19.7509	18.3898
O	-8.4867	33.4515	26.6831
O	14.1921	29.9233	21.6903
O	6.0467	-6.3655	18.3871
O	-3.1401	-7.9221	15.6969
O	23.8617	7.8713	27.8151
O	-0.2446	5.4971	26.3591
O	25.4919	-5.8155	23.8712
O	9.0844	3.1587	17.931
O	15.6038	-6.6515	26.0747
O	-20.7844	-17.9866	14.6324
O	-11.0834	2.9449	25.7527
O	-19.3487	2.5775	16.4853
O	-14.6789	17.5581	29.7005
O	-23.8446	-10.0717	16.6918
O	-4.5133	17.8388	17.4615
O	-6.857	-5.0781	17.1537
O	-24.4884	28.5137	19.8625

Results
free energy: -43860.884 eV
free energy less fixed offsets of O -463.61, Si -117.95 eV per atom: -35.844 eV
pressure: -0.46 GPa
stress xx, yy, zz, yz, xz, xy (GPa, positive in tension): -0.07, 1.46, 0, -0.7, 0.88, 0.13

Forces (eV/angstrom), in the order of the atoms: element, x, y, z
Si	-0.1914	-0.0494	-0.0764
Si	-0.0278	-0.0256	0.0455
Si	-0.0636	-0.0486	0.0142
Si	-0.0287	0.1005	0.0725
Si	-0.0256	-0.093	-0.0932
Si	0.1018	0.031	0.0323
Si	-0.0418	-0.0043	0.0295
Si	-0.0223	0.0325	0.1146
Si	0.1331	0.0028	0.0114
Si	0.0482	-0.1008	0.1022
Si	0.0685	-0.0088	0.0184
Si	-0.0228	0.0281	0.0096
Si	0.0084	0.0034	0.0192
Si	0.0286	0.0149	-0.0337
Si	-0.1202	-0.0369	0.1322
Si	-0.0329	-0.0413	0.1503
Si	0.0427	0.0751	0.0762
Si	0.0675	-0.064	-0.0802
Si	0.0344	-0.0346	-0.0045
Si	0.0464	0.0509	0.0278
Si	-0.0394	-0.0121	-0.0095
Si	0.0122	0.0407	-0.0036
Si	-0.0505	-0.03	-0.031
Si	0.0476	0.0024	0.1584
Si	-0.0119	-0.0215	-0.002
Si	-0.0409	0.0419	0.0337
Si	-0.0128	0.0513	-0.0368
Si	0.0563	-0.0013	0.0023
Si	0.0212	0.0135	-0.0138
Si	-0.0483	-0.0172	-0.0355
Si	-0.0182	-0.0456	0.0298
Si	-0.049	-0.0152	0.0299
Si	-0.011	0.0007	-0.0002
Si	-0.0049	0.0064	-0.0026
Si	-0.0099	0.0254	-0.0332
Si	0.0109	-0.0176	-0.0234
Si	0.0229	0.0023	-0.041
Si	-0.0299	0.0002	-0.0416
Si	0.0397	-0.0119	0.0165
Si	0.0387	-0.0054	0.0268
Si	-0.0141	-0.0041	0.0087
Si	0.0146	0.0164	-0.0055
Si	-0.0164	0.0046	-0.0068
Si	0.0467	-0.012	0.0048
Si	-0.0091	0.023	0.0041
Si	-0.0096	-0.0266	0.0028
Si	0.0303	-0.0261	-0.0143
Si	-0.0336	0.0127	-0.0043
Si	0.0462	-0.0014	-0.0018
Si	0.0022	-0.0133	-0.0062
Si	-0.0092	-0.0269	-0.0026
Si	-0.0028	-0.0068	-0.011
Si	-0.002	0.0053	0.0051
Si	-0.0008	0.0137	-0.0059
Si	-0.0373	0.0383	-0.0083
Si	0.0054	-0.0101	0.0143
Si	-0.0129	0.0033	0.001
Si	0.0454	0.0046	0.0198
Si	0.0217	0.0404	0.0434
Si	0.0222	-0.0118	0.0168
Si	0.0165	-0.003	0.0119
Si	-0.0411	-0.012	0.0219
Si	-0.032	-0.0316	-0.0118
Si	0.0028	0.0283	0.006
Si	-0.0063	-0.0045	0.0027
Si	-0.0106	0.0081	0.0109
Si	0.0209	-0.0218	-0.0168
Si	0.0532	-0.0278	0.0178
Si	-0.01	0.0529	-0.029
Si	0.0206	-0.0056	-0.0107
Si	-0.0179	0.0254	-0.0182
Si	-0.0168	0.007	-0.0225
Si	-0.0307	-0.0234	-0.0277
Si	0.0569	0.0289	0.0228
Si	-0.0058	-0.0121	0.094
Si	-0.0124	0.0512	0.0044
Si	-0.0437	-0.0161	0.0208
Si	-0.0025	-0.008	-0.0134
Si	-0.0353	-0.0005	0.0127
Si	0.0861	-0.0264	0.0132
Si	-0.0186	-0.0419	0.0043
Si	0.0879	0.008	-0.0226
Si	0.0009	0.1101	-0.0181
Si	0.0014	0.0019	-0.1514
Si	-0.0441	-0.025	0.0145
Si	-0.017	-0.027	-0.0516
Si	-0.0035	-0.0874	-0.0105
Si	0.0004	0.0311	0.031
Si	-0.0454	-0.0197	-0.0348
Si	0.0276	-0.0195	-0.0998
Si	-0.0263	-0.0698	-0.0245
Si	0.1237	0.1264	0.0163
Si	0.0004	-0.0304	-0.0653
Si	-0.0578	-0.0528	-0.0171
Si	-0.0169	0.0595	0.0622
Si	0.0279	-0.0236	-0.0583
Si	0.017	-0.0369	-0.021
Si	-0.0263	0.0535	0.0633
Si	0.0365	-0.0058	-0.0455
Si	0.0228	-0.0246	-0.0471
Si	-0.0327	0.0173	-0.0751
Si	0.0032	0.0031	-0.0125
Si	0.0049	-0.0136	-0.0187
Si	-0.0195	0.0032	0.0297
Si	0.0439	-0.0165	0.018
Si	0.0194	-0.0197	0.0018
Si	-0.0003	0.0464	0.0332
Si	-0.0979	0.0168	0.023
Si	-0.0351	-0.012	0.0003
Si	0.0064	0.0221	0.0331
Si	-0.0468	-0.0118	-0.0282
Si	0.0069	-0.0243	-0.0588
Si	-0.0142	0.014	-0.0053
Si	0.0177	-0.0465	0.0389
Si	-0.0135	0.0032	0.029
Si	0.034	-0.0016	0.0248
Si	-0.0168	0.0131	0.0036
Si	-0.0033	-0.0388	-0.0374
Si	-0.0366	0.001	-0.0282
Si	0.0187	0.0047	0.0407
O	0.1472	0.1288	-0.0081
O	0.0303	0.0671	-0.0145
O	-0.0048	-0.0051	0.003
O	-0.0015	-0.0074	0.0276
O	-0.0134	-0.0126	0.0007
O	0.0172	-0.0404	0.0155
O	0.0109	-0.0345	-0.0161
O	-0.0076	-0.012	-0.0169
O	0.0125	-0.0109	0.0021
O	-0.0096	-0.0131	0.0071
O	0.0002	-0.0038	-0.0199
O	0.0059	0.0171	0.0394
O	-0.0283	-0.0029	0.0047
O	-0.0047	0.0246	-0.017
O	0.0094	0.0467	0.0068
O	0.0007	0.0445	0.0337
O	0.0032	0.0016	0.0056
O	0.0027	0.01	0.0103
O	0.0189	-0.0269	-0.0404
O	0.0097	0.0071	-0.001
O	-0.0036	0.0202	-0.0259
O	0.0143	0.0113	-0.0043
O	0.025	-0.0221	-0.0791
O	-0.0267	0.0127	0.0217
O	-0.024	0.0014	0.0048
O	-0.0758	0.0787	0.0036
O	-0.0044	-0.0007	0.0071
O	-0.0174	0.0404	-0.0486
O	0.0895	0.0606	-0.0259
O	-0.0279	0.036	0.0013
O	0.0079	0.0013	-0.0091
O	0.0034	0.0045	0.0308
O	-0.0123	0.0356	0.0925
O	0.0009	-0.0015	0.0021
O	-0.0086	-0.0106	-0.022
O	-0.0388	-0.0487	0.048
O	-0.04	0.002	0.0105
O	-0.0207	0.0019	-0.0115
O	0.0143	0.0147	0
O	0.0219	0.0271	0.0537
O	-0.0489	0.0046	-0.032
O	-0.005	-0.003	0.0026
O	-0.0124	-0.066	-0.0382
O	-0.0199	-0.0005	-0.0757
O	-0.0284	-0.0042	0.0012
O	-0.0001	-0.0362	0.0143
O	0.0075	0.0167	0.0308
O	-0.0047	0.004	0.0065
O	0.0077	-0.0073	-0.0171
O	0.0107	0.0359	-0.0092
O	0.022	-0.0527	0.0419
O	-0.0244	-0.0224	0.0133
O	0.0789	-0.0548	-0.0898
O	-0.0024	-0.0178	-0.076
O	0.0093	0.0002	0.0214
O	-0.0204	-0.0079	-0.069
O	0.0032	0.0004	0.0432
O	-0.0344	-0.074	0.0218
O	0.0193	0.0271	0.0099
O	0.0448	0.0129	-0.1119
O	0.0052	0.0202	0.0444
O	-0.0072	0.0467	0.0367
O	-0.0096	-0.0341	-0.0938
O	0.001	0.0054	-0.0138
